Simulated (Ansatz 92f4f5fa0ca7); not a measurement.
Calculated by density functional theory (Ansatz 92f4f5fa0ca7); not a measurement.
Periodic cell of 184 atoms, Si120O64, from a study of silicon, its oxide and their interface. The atomic structure is a simulated model.
This geometry differs little from another in the collection (a relaxation step or a small displacement).

Settings: functional r2SCAN; potential files Ansatz PAW; basis plane waves; wave-function cutoff 800 eV; density cutoff ratio 5; exchange-correlation grid ratio 1; k mesh 1 x 1 x 1, shifted by 0.5 0.5 0 of a step; self-consistency stop 1e-10 eV per atom in the density residual; occupations fixed; spin none; net charge 0.

Cell vectors (angstrom)
a	10.888	0	0
b	0	10.888	0
c	0	0	27.6829

Atoms: element, x, y, z (angstrom)
Si	-0.0207	1.1115	0.9497
Si	3.4332	0.0465	-1.9356
Si	-0.5711	6.0666	0.1789
Si	3.3669	8.0491	-0.8242
Si	6.0235	-0.145	-0.2784
Si	7.81	3.0501	0.0777
Si	5.7342	4.3774	-0.2963
Si	8.9654	7.9959	-0.3962
Si	2.262	1.2613	0.5649
Si	4.0715	3.8125	1.4138
Si	1.3104	6.9127	1.2827
Si	5.199	8.681	0.5458
Si	6.7974	1.3762	1.3937
Si	9.2467	4.3502	1.4306
Si	6.9299	7.1724	0.505
Si	9.7559	9.7535	1.2958
Si	-0.3068	2.7841	2.642
Si	3.241	-0.3913	3.0139
Si	0.0733	8.2881	2.7384
Si	2.7297	5.4528	2.5514
Si	5.4602	2.6423	2.8684
Si	8.1445	-0.0443	2.6846
Si	4.849	8.7436	2.877
Si	8.0733	5.6207	2.9193
Si	1.3304	4.0427	3.9035
Si	4.1543	1.3353	4.2776
Si	1.3921	9.5849	4.1447
Si	3.9951	6.8492	4.0153
Si	6.7667	4.1226	4.1658
Si	9.3949	1.3887	4.1107
Si	6.7298	9.5576	4.0643
Si	9.5815	6.9073	4.1259
Si	-0.0189	0.0766	5.4281
Si	2.6793	2.7533	5.3994
Si	0.0324	5.4173	5.3775
Si	2.6783	8.1478	5.4947
Si	5.5204	0.0009	5.5908
Si	8.111	2.7363	5.519
Si	5.3873	5.5146	5.4237
Si	8.1335	8.2098	5.424
Si	1.3705	1.3895	6.7971
Si	4.0494	4.1157	6.7655
Si	1.3396	6.7748	6.8166
Si	4.0933	9.4979	6.8426
Si	6.8207	1.3772	6.9244
Si	9.5707	4.0644	6.7845
Si	6.8328	6.7981	6.7847
Si	9.4967	9.5751	6.7717
Si	0.0239	2.702	8.183
Si	2.735	0.0319	8.1718
Si	-0.0411	8.1774	8.1145
Si	2.7164	5.428	8.1656
Si	5.4168	2.7561	8.1665
Si	8.2009	0.0052	8.2228
Si	5.4742	8.1289	8.1537
Si	8.2193	5.4231	8.1391
Si	1.3852	4.0577	9.5336
Si	4.0998	1.4034	9.5654
Si	1.3214	9.5472	9.4672
Si	4.1323	6.7491	9.49
Si	6.8675	4.0426	9.4928
Si	9.5947	1.3223	9.5765
Si	6.8199	9.4903	9.5108
Si	9.5841	6.7746	9.5178
Si	0.0207	-0.0554	10.9813
Si	2.7384	2.7688	10.9494
Si	0.1168	5.4505	10.9166
Si	2.7282	8.172	10.7082
Si	5.4959	-0.0022	10.8614
Si	8.2615	2.7176	10.8899
Si	5.5144	5.3744	10.8399
Si	8.175	8.098	10.8317
Si	1.4125	1.363	12.2973
Si	4.1636	4.1168	12.314
Si	1.607	6.7955	12.2241
Si	4.031	9.4902	12.0885
Si	6.9535	1.2759	12.2117
Si	9.6049	4.1201	12.2578
Si	6.8164	6.764	12.1928
Si	9.5269	9.3263	12.2652
Si	0.0894	2.7852	13.6315
Si	2.7161	-0.1067	13.5915
Si	0.1554	8.0151	13.5453
Si	3.4555	6.0512	13.599
Si	5.4459	2.5241	13.497
Si	8.0223	-0.3484	13.6189
Si	5.1269	7.8676	13.3858
Si	8.1134	5.369	13.576
Si	1.6237	3.958	16.1026
Si	4.6096	0.6727	14.6893
Si	1.1806	9.5496	14.9
Si	2.866	5.9369	15.915
Si	6.7873	3.8967	14.767
Si	9.5271	0.4851	15.2351
Si	6.0704	9.6448	14.7083
Si	9.1401	6.4482	15.4029
Si	22.5714	-2.7555	19.2423
Si	30.3632	22.1095	25.6685
Si	-18.3048	34.3533	17.3164
Si	-25.4183	-24.4354	17.0447
Si	9.7481	12.8935	26.757
Si	39.3969	25.3697	21.4476
Si	-21.9435	-15.4913	23.1291
Si	2.3549	17.72	21.4882
Si	-5.1082	35.616	18.7283
Si	3.0116	9.873	18.6852
Si	22.2373	-6.4863	25.44
Si	12.8898	40.7342	16.5705
Si	-1.8494	-5.3666	20.4788
Si	-18.2823	-27.5449	25.456
Si	-16.1688	-16.2209	17.1839
Si	-13.6746	23.974	17.0614
Si	39.8634	-1.5549	22.359
Si	-1.9548	19.3211	24.7652
Si	4.192	20.3564	21.3559
Si	-6.997	-9.6432	22.9714
Si	7.0247	12.2136	23.2767
Si	30.3565	8.2722	19.7309
Si	-0.907	4.4748	17.8058
Si	-6.9426	-28.2942	22.455
O	6.4066	5.8679	-0.3427
O	4.9535	11.2409	-1.4229
O	-14.304	2.6642	-5.1507
O	5.4329	23.1134	-4.2816
O	-15.0042	1.9563	-9.7463
O	0.5639	14.9653	-10.3641
O	-32.5748	48.4432	-3.7429
O	14.5541	0.038	-5.781
O	18.4019	0.0134	-5.1681
O	-5.3552	-17.3252	-5.5629
O	3.1324	5.3829	-6.2255
O	18.9647	-23.7064	-6.6017
O	3.4662	2.7734	-5.1893
O	12.426	-3.9212	-7.5877
O	-10.9463	21.3375	-12.1355
O	-10.0884	18.6358	-10.0168
O	5.6275	-1.7527	22.0352
O	-20.1424	-1.3867	19.4599
O	7.7199	12.1994	24.7169
O	1.2813	-4.0332	22.7057
O	14.0272	0.7056	24.3065
O	51.4892	26.2013	20.8293
O	20.8862	7.4242	24.0557
O	-15.7942	26.7052	15.7461
O	2.7899	0.4908	18.1511
O	13.9302	0.1373	29.1407
O	-8.8257	4.397	25.7395
O	14.0501	-34.2359	25.8299
O	18.3629	21.3763	26.6448
O	17.2551	9.3648	16.3119
O	20.9539	26.8337	19.3174
O	9.3565	16.3967	16.7203
O	4.513	1.0311	16.2875
O	-1.0556	5.9539	21.8222
O	15.1283	-12.1023	19.7373
O	10.5383	-14.8219	14.7476
O	-12.3895	-0.873	24.8963
O	-0.813	23.6716	14.6487
O	10.184	19.2866	19.7271
O	-2.5248	7.7696	15.9577
O	13.857	24.496	28.4707
O	-15.7512	-8.1832	20.3014
O	3.508	-4.2387	26.0221
O	7.6385	-2.375	23.722
O	4.2504	2.617	18.377
O	-18.5827	-23.8289	17.4435
O	7.9121	19.7407	18.3837
O	-8.4831	33.4815	26.7091
O	14.1825	29.9253	21.6951
O	6.0343	-6.3737	18.3546
O	-3.1671	-7.9421	15.6905
O	23.8541	7.8852	27.8502
O	-0.209	5.5156	26.3736
O	25.5056	-5.8003	23.88
O	9.0794	3.1465	17.9163
O	15.6184	-6.6171	26.0948
O	-20.813	-18.0095	14.6223
O	-11.0759	2.9535	25.787
O	-19.326	2.5953	16.4593
O	-14.6577	17.5791	29.7574
O	-23.8475	-10.084	16.673
O	-4.536	17.8382	17.4531
O	-6.868	-5.0947	17.1041
O	-24.4882	28.5003	19.8552

Results
free energy: -113253.930 eV
free energy less fixed offsets of O -570.45, Si -639.56 eV per atom: 2.070 eV

Forces (eV/angstrom), in the order of the atoms: element, x, y, z
Si	-0.0006	0.0007	-0.005
Si	0.0081	-0.0245	0.1585
Si	-0.0058	0.0106	0.0424
Si	0.0025	0.0093	0.0957
Si	0.0056	-0.0045	0.0708
Si	0.0031	-0.0029	-0.0073
Si	0.0264	-0.0036	0.065
Si	0.0051	-0.0073	0.0205
Si	-0.0049	0.0075	0.0676
Si	0.0063	0.0057	0.0116
Si	-0.0118	-0.0073	0.017
Si	0.0045	0.0014	-0.001
Si	-0.004	-0.0009	-0.0036
Si	0.0037	0.0008	-0.006
Si	-0.0067	0.0052	0.0216
Si	0.0048	0.006	0.0006
Si	0.0001	0.001	0.0005
Si	-0.0002	-0.0022	0.016
Si	-0.0029	-0.0064	-0.0023
Si	-0.0006	0.0016	0.0004
Si	-0.0005	0.0046	-0.0015
Si	-0.0038	-0.0014	0.0002
Si	-0.0047	0.0026	0.0079
Si	-0.0005	-0.0013	0.0103
Si	0.0027	-0.0007	-0.0009
Si	-0.0013	-0.0026	-0.0013
Si	0.0021	0.004	-0.001
Si	0.0007	-0.0005	-0.0024
Si	0.0015	0.0003	-0.0011
Si	0.0014	0.0009	0.0003
Si	0.0021	0.0006	-0.0007
Si	-0.0003	-0.0019	-0.0017
Si	0	0.0008	-0.0006
Si	-0.0002	0.0003	-0.0004
Si	0.0002	-0.0013	-0.0002
Si	0.0018	0.0016	-0.0011
Si	-0.0013	-0.0021	-0.0001
Si	0.0004	0.0003	-0.0001
Si	-0.0009	0.0006	0.0003
Si	-0.0012	0.0005	-0.0011
Si	0.0007	0.0001	-0.0004
Si	0	-0.0006	-0.0003
Si	-0.0009	-0.0006	0
Si	0.0002	0.0008	-0.0006
Si	0.0002	0.0003	-0.0003
Si	0.0001	0.0017	-0.0004
Si	0	0.0007	0.0002
Si	0.0014	-0.0005	-0.0007
Si	-0.0003	-0.0001	-0.0007
Si	-0.0003	0.001	-0.001
Si	-0.0006	0.0009	-0.0002
Si	0.0003	0.0005	-0.0006
Si	-0.0003	0.0005	-0.0006
Si	-0.0004	0	-0.0003
Si	0.0005	0	-0.0005
Si	-0.0001	-0.0001	-0.0005
Si	-0.0005	0.0005	0.0008
Si	-0.0002	-0.0005	-0.0004
Si	-0.0013	-0.0009	-0.0012
Si	-0.0005	0.0005	0
Si	0	-0.0003	-0.0005
Si	0.0004	0.0008	-0.0007
Si	0.0004	0.0012	-0.0003
Si	0.0005	0.0009	-0.0009
Si	0	-0.0014	0.0003
Si	0.0007	0.002	0.001
Si	0.0025	0.001	0.0017
Si	-0.0017	0.0005	0.0006
Si	-0.0001	-0.0014	0.0003
Si	0.0007	-0.0014	0.0005
Si	-0.0011	-0.0006	0.0001
Si	-0.001	0.0013	0
Si	0.0046	-0.0035	0.0006
Si	0.0022	0.0024	-0.0028
Si	0.0036	-0.0035	-0.0036
Si	-0.0026	0.0009	-0.0016
Si	-0.0008	0.0006	0.0002
Si	-0.0058	0.002	0.0002
Si	0.0023	-0.0032	0.001
Si	-0.0047	-0.0002	-0.0013
Si	0.0009	0.0047	0.0517
Si	-0.0034	-0.0015	-0.0052
Si	-0.0088	-0.0086	0.0219
Si	-0.0013	-0.0012	0.0031
Si	0.0012	-0.0012	-0.0043
Si	0.0022	-0.001	-0.0027
Si	-0.0006	-0.0021	-0.0033
Si	0.0002	0.0043	-0.0036
Si	-0.0141	-0.0224	0.0887
Si	-0.0058	0.014	0.0563
Si	-0.011	0.0064	0.02
Si	0.0161	-0.0094	0.0456
Si	0.0039	-0.0032	0.0703
Si	-0.004	0.013	0.079
Si	0.0092	-0.0122	0.0535
Si	-0.0056	-0.0013	0.1005
Si	-0.0042	-0.0207	0.1947
Si	0.0319	-0.0099	0.1304
Si	-0.0031	0.0032	0.1518
Si	0.0228	-0.0021	0.1626
Si	-0.0159	-0.0159	0.0555
Si	-0.0019	-0.0038	0.2016
Si	-0.0068	-0.0008	0.2281
Si	0.01	-0.0331	0.1892
Si	0.0093	-0.0101	0.1917
Si	0.0257	-0.0067	0.1917
Si	-0.0283	-0.026	0.1602
Si	-0.0021	0.0153	0.1196
Si	-0.0044	0.0067	0.2099
Si	0.0137	0.0068	0.1772
Si	0.0337	-0.0085	0.1355
Si	-0.0249	0.0145	0.1358
Si	0.0165	0.0143	0.2161
Si	-0.0014	0.0217	0.1776
Si	0.0197	0.0195	0.1947
Si	-0.0102	0.0033	0.1832
Si	0.0195	-0.0272	0.1891
Si	-0.0142	0.0052	0.2072
Si	-0.0073	0.0156	0.1734
Si	-0.0302	-0.0015	0.1771
O	-0.0106	-0.0164	-0.0231
O	-0.0335	0.0122	-0.0694
O	-0.0093	0.0533	-0.0983
O	-0.0084	0.0053	-0.0656
O	0.0349	-0.0093	-0.0725
O	0.0442	0	-0.0745
O	-0.015	0.0503	-0.1201
O	0.001	-0.0567	-0.0961
O	-0.0049	-0.0269	-0.076
O	0.0442	-0.0095	-0.0796
O	-0.0144	0.0302	-0.0736
O	0.0423	-0.0371	-0.1485
O	0.0054	0.0176	-0.0579
O	-0.0399	0.0379	-0.1208
O	0.0035	-0.0056	-0.0332
O	0.0357	-0.0075	-0.138
O	-0.0356	-0.0043	-0.0683
O	0.0088	0.0068	-0.0749
O	-0.0684	0.0219	-0.1368
O	0.0453	0.0142	-0.1013
O	0.0157	0.0364	-0.1331
O	0.0242	0.0184	-0.0757
O	0.0465	-0.0489	-0.1129
O	0.0167	-0.0215	-0.0829
O	0.006	0.0369	-0.0746
O	-0.0067	0.0127	-0.038
O	0.0116	0.0053	-0.0521
O	-0.0081	0.0287	-0.0589
O	0.0275	0.0083	-0.0681
O	-0.0239	0.0264	-0.0841
O	0.0264	-0.0325	-0.132
O	-0.0162	0.0306	-0.0945
O	0.0237	-0.0244	-0.0935
O	-0.0544	-0.0238	-0.1535
O	-0.0382	0.0121	-0.1393
O	0.0175	0.0173	-0.0429
O	-0.002	-0.0182	-0.0703
O	0.0122	0.0081	-0.04
O	0.022	0.0025	-0.067
O	0.0168	-0.0212	-0.0651
O	-0.0074	-0.0102	-0.0233
O	-0.0277	-0.0121	-0.1503
O	-0.0057	-0.042	-0.0639
O	-0.0569	0.0273	-0.1431
O	-0.0294	-0.0174	-0.0792
O	-0.0229	-0.0392	-0.1044
O	-0.0379	0.0003	-0.1289
O	0.0268	-0.0166	-0.0766
O	-0.004	0.0105	-0.0629
O	-0.0114	0.0404	-0.0842
O	-0.0213	0.0257	-0.0755
O	0.0245	0.0141	-0.0459
O	0.028	-0.0287	-0.0893
O	0.0149	-0.0198	-0.1475
O	-0.0077	-0.0197	-0.0607
O	-0.045	0.0178	-0.0855
O	-0.0196	-0.0151	-0.0557
O	0.0318	0.0421	-0.0616
O	-0.0132	0.0242	-0.0508
O	-0.0018	0.0145	-0.0378
O	0.0193	-0.0254	-0.074
O	-0.008	-0.0044	-0.0516
O	-0.0437	0.009	-0.0545
O	-0.0038	0.0101	-0.0722

The program warned: the cutoff lies below the one the program advises for these potential files; the forces do not sum to zero within the program's tolerance; empty levels may hold ghost states of the PAW files; the exchange-correlation potential is rough where the density is thin.
